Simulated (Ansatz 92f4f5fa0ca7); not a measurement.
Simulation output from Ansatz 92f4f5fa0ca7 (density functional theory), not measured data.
Periodic cell of 240 atoms, Si148O92, from a study of silicon, its oxide and their interface. The atomic structure is a simulated model.

Settings: functional PBE; potential files Ansatz PAW; basis plane waves; wave-function cutoff 700 eV; density cutoff ratio 5; exchange-correlation grid ratio 1; k mesh 2 x 2 x 1, shifted by 0.5 0.5 0.5 of a step; self-consistency stop 5e-08 eV per atom in the density residual; occupations fixed; spin none; net charge 0.

Cell vectors (angstrom)
a	11.6015	0	0
b	0	10.938	0
c	0	0	32.3051

Atoms: element, x, y, z (angstrom)
Si	0.176	-0.0594	23.8205
Si	3.9065	0.3649	23.6772
Si	7.6241	-0.0358	23.6744
Si	1.8709	1.5859	23.6052
Si	5.95	1.578	23.5794
Si	9.7359	1.0224	23.6237
Si	-0.0612	5.3428	23.8557
Si	3.8405	5.7428	23.4013
Si	7.7132	5.296	23.6185
Si	1.7545	6.81	23.701
Si	5.9167	6.8329	23.5836
Si	9.6162	6.6683	23.6385
Si	1.9513	2.8402	25.5765
Si	5.7575	2.8535	25.5371
Si	9.6304	2.5973	25.4889
Si	11.5264	3.9937	25.7156
Si	3.8465	4.2693	25.4012
Si	7.7553	4.0428	25.59
Si	2.0144	8.2315	25.5745
Si	5.8017	8.2375	25.5146
Si	9.6773	8.1695	25.5032
Si	11.6541	9.486	25.6627
Si	3.9048	9.7068	25.5231
Si	7.7511	9.5405	25.5813
Si	11.6099	0.0117	27.5003
Si	3.8749	0.0207	27.5065
Si	7.7115	0.0042	27.4806
Si	1.9512	1.3807	27.4598
Si	5.7833	1.3955	27.4427
Si	9.6518	1.3288	27.4796
Si	11.598	5.496	27.5148
Si	3.8862	5.4782	27.4525
Si	7.7453	5.4838	27.4686
Si	1.9682	6.8282	27.481
Si	5.8021	6.8519	27.4527
Si	9.6684	6.8431	27.4721
Si	1.9336	2.7345	29.4058
Si	5.8008	2.7345	29.4058
Si	9.6679	2.7345	29.4058
Si	0	4.1018	29.4058
Si	3.8672	4.1018	29.4058
Si	7.7343	4.1018	29.4058
Si	1.9336	8.2035	29.4058
Si	5.8008	8.2035	29.4058
Si	9.6679	8.2035	29.4058
Si	0	9.5708	29.4058
Si	3.8672	9.5708	29.4058
Si	7.7343	9.5708	29.4058
Si	0	0	31.3394
Si	3.8672	0	31.3394
Si	7.7343	0	31.3394
Si	1.9336	1.3673	31.3394
Si	5.8008	1.3673	31.3394
Si	9.6679	1.3673	31.3394
Si	0	5.469	31.3394
Si	3.8672	5.469	31.3394
Si	7.7343	5.469	31.3394
Si	1.9336	6.8362	31.3394
Si	5.8008	6.8362	31.3394
Si	9.6679	6.8362	31.3394
Si	1.9336	2.7345	0.9679
Si	5.8008	2.7345	0.9679
Si	9.6679	2.7345	0.9679
Si	0	4.1018	0.9679
Si	3.8672	4.1018	0.9679
Si	7.7343	4.1018	0.9679
Si	1.9336	8.2035	0.9679
Si	5.8008	8.2035	0.9679
Si	9.6679	8.2035	0.9679
Si	0	9.5708	0.9679
Si	3.8672	9.5708	0.9679
Si	7.7343	9.5708	0.9679
Si	11.5944	0.0221	2.8672
Si	3.859	-0.0194	2.9456
Si	7.7108	0.0324	2.8655
Si	1.9277	1.3606	2.8915
Si	5.7707	1.3715	2.9395
Si	9.6551	1.39	2.9521
Si	11.6073	5.477	2.893
Si	3.8919	5.4658	2.8719
Si	7.7377	5.4471	2.8995
Si	1.9634	6.8215	2.9103
Si	5.8068	6.8091	2.8947
Si	9.6759	6.8189	2.888
Si	1.9041	2.8336	4.7452
Si	5.7533	2.6621	4.9556
Si	9.6442	2.727	4.9574
Si	11.5469	4.1557	4.8465
Si	3.8569	4.103	4.7873
Si	7.6673	4.0653	4.8235
Si	1.9829	8.1552	4.8716
Si	5.7688	8.1261	4.8589
Si	9.6803	8.2528	4.7659
Si	11.6822	9.5448	4.7368
Si	3.911	9.5674	4.9212
Si	7.6809	9.4783	4.6716
Si	11.8881	0.0244	6.5986
Si	3.8892	-0.0035	6.9228
Si	7.7501	-0.2048	6.6011
Si	2.1463	1.4961	6.6226
Si	5.9972	1.3305	7.0096
Si	9.7625	0.9962	6.6678
Si	11.4728	5.5865	6.7485
Si	3.7848	5.4014	6.7481
Si	7.6551	5.5041	6.698
Si	1.882	6.8333	6.8828
Si	5.6465	6.7891	6.8445
Si	9.5412	6.9102	6.6832
O	7.8995	4.4828	7.9782
O	5.2719	7.607	8.2726
O	0.5033	10.004	7.9483
O	6.4675	2.2607	8.3396
O	1.9316	7.7815	8.2611
O	9.4651	7.744	8.1326
O	11.1843	4.6187	8.0745
O	7.6821	9.7149	7.9253
O	3.2123	10.1205	8.2456
O	2.3398	2.285	8.0897
O	3.9987	4.3807	8.0705
O	9.5753	1.0832	8.3195
O	3.9079	5.0759	21.8635
O	3.9299	10.2064	22.4454
O	6.3345	7.5991	22.1666
O	1.0848	7.4759	22.3222
O	9.57	7.3688	22.1389
O	0.3329	10.0374	22.4055
O	7.8058	4.4431	22.1739
O	10.1117	1.4444	22.0668
O	7.1956	10.1239	22.2684
O	6.3196	2.2864	22.0929
O	1.6575	2.4637	22.1825
O	-0.1228	4.4087	22.4822
Si	7.2756	3.2616	21.1656
Si	4.3953	9.0755	12.2172
Si	9.7573	4.4765	15.8341
Si	0.7951	8.8199	21.4473
Si	6.2599	0.5367	12.3817
Si	1.0974	5.1332	14.6341
Si	6.2361	6.5764	17.2384
Si	3.6286	7.5313	18.4758
Si	4.6681	1.543	16.7506
Si	7.3909	3.4128	9.085
Si	1.3233	9.5358	11.9054
Si	9.8299	1.3516	15.6224
Si	5.4009	3.9538	18.6633
Si	0.192	4.0521	9.4589
Si	6.203	5.1684	11.479
Si	10.3536	8.499	13.2861
Si	8.9803	10.4371	11.3357
Si	4.4729	2.9293	11.7886
Si	1.8108	9.3606	8.6982
Si	2.7783	10.7029	18.4678
Si	3.1827	5.2346	20.3989
Si	3.7678	9.9038	20.8744
Si	3.0274	3.4528	8.9994
Si	11.1792	0.2292	18.1072
Si	9.3012	6.4643	17.8698
Si	6.7241	8.9138	21.2857
Si	10.0413	1.9036	20.5137
Si	8.4548	8.716	8.9557
Si	9.9082	1.8119	9.7213
Si	11.0991	8.6095	16.4117
Si	2.3762	7.6542	15.9434
Si	6.989	10.9984	15.3007
Si	5.2704	8.2658	14.9187
Si	11.2219	4.201	12.2917
Si	8.8209	5.6579	13.2972
Si	5.7119	7.7035	9.8451
Si	0.3973	1.306	13.3937
Si	2.843	2.6	14.4275
Si	0.7489	3.5884	21.3829
Si	9.579	7.8577	20.5931
O	10.649	0.9673	14.2541
O	3.9581	4.4067	19.2509
O	3.4827	0.5422	17.2391
O	4.8215	8.8167	10.6503
O	5.4458	6.3902	10.7423
O	1.7362	6.6012	14.8907
O	1.6805	4.6248	20.5346
O	3.1807	9.1034	18.3777
O	10.5473	8.7896	14.8827
O	1.1381	8.655	16.3322
O	2.7851	9.0612	12.4677
O	8.103	8.6325	20.3844
O	2.2631	9.1685	20.7996
O	7.7845	6.9888	17.5388
O	5.245	7.4273	18.2353
O	10.8544	1.2859	16.9047
O	11.0855	8.5895	20.441
O	6.6019	4.1905	10.2503
O	6.4103	3.8634	19.9319
O	9.4063	9.7065	12.7183
O	1.4866	9.4973	10.2835
O	9.8587	0.8451	11.0334
O	0.6646	5.1723	13.067
O	2.8291	6.7857	17.2587
O	10.6528	9.7407	17.5024
O	9.5873	7.0777	13.027
O	9.6914	4.3659	12.8052
O	5.1155	2.5446	17.9364
O	9.3404	9.4785	10.0724
O	5.2868	9.2807	20.5009
O	1.1763	0.1028	18.4657
O	1.7851	4.3567	9.5342
O	1.5926	1.5503	14.4934
O	5.0336	4.3782	12.2933
O	9.5785	6.6596	19.471
O	8.7076	2.8873	9.8834
O	3.502	0.2439	19.8751
O	3.2022	6.7987	19.8827
O	0.1779	8.5045	12.4697
O	5.9964	4.9899	17.5463
O	6.3821	9.4611	15.1992
O	0.1174	2.6551	12.4958
O	7.3835	10.7962	11.4042
O	8.5346	2.5329	20.3905
O	10.4471	7.2456	17.004
O	5.1302	8.0571	13.2894
O	3.7021	8.4969	15.4289
O	-0.441	4.7592	10.7654
O	11.3934	2.468	9.5775
O	6.9085	0.7956	13.8476
O	0.878	11.0302	12.411
O	11.354	4.7468	15.4999
O	8.7417	5.4162	14.9206
O	2.2896	4.0605	14.8866
O	7.3261	7.9204	9.8227
O	5.8554	6.9362	15.6778
O	8.551	0.3116	15.7719
O	4.0856	2.2642	15.4138
O	4.9244	10.5705	12.5649
O	3.3443	2.5185	12.8765
O	6.0401	0.7667	16.3987
O	9.3488	2.9159	15.5841
O	7.3985	5.6339	12.4931
O	5.7553	1.9246	11.7352
O	3.8281	2.8864	10.287
O	10.3165	0.6907	19.436
O	11.2891	2.9502	20.3141
O	9.4663	4.899	17.3977

Results
free energy: -146424.731 eV
free energy less fixed offsets of O -569.03, Si -635.61 eV per atom: -3.691 eV

Forces (eV/angstrom), in the order of the atoms: element, x, y, z
Si	0.0931	0.0157	-0.0882
Si	0.0219	-0.1061	0.019
Si	-0.0965	-0.0198	-0.0631
Si	-0.0987	-0.0037	-0.0758
Si	0.0657	-0.0287	-0.1086
Si	0.0446	0.0726	0.0255
Si	-0.036	-0.0112	-0.0726
Si	0.0152	-0.0991	0.0131
Si	0.0149	-0.012	-0.0805
Si	-0.158	0.0091	-0.0553
Si	0.144	0.0208	-0.074
Si	0.0029	0.0547	-0.0059
Si	0.0669	-0.0476	0.016
Si	-0.0431	-0.0488	0.0358
Si	0.0043	-0.036	0.009
Si	-0.0591	0.0521	0.0096
Si	0.0203	0.0201	0.0315
Si	0.0836	0.0536	0.0243
Si	0.024	-0.0419	0.0085
Si	-0.0179	-0.076	0.0058
Si	-0.0382	-0.0316	0.0194
Si	-0.0088	0.0463	0.0208
Si	-0.0277	0.0538	0.0068
Si	-0.0014	0.0464	0.0209
Si	-0.0084	-0.0294	0.001
Si	0.0028	-0.0384	-0.0094
Si	0.008	-0.0389	0.0006
Si	0.0252	0.0424	-0.002
Si	-0.0089	0.052	-0.0049
Si	0.0014	0.0377	-0.0173
Si	-0.0284	-0.0474	-0.0064
Si	0.007	-0.0349	-0.0211
Si	0.0183	-0.0535	-0.0002
Si	0.0259	0.0502	-0.0051
Si	-0.0363	0.0393	0.009
Si	-0.013	0.0423	-0.0275
Si	0.0065	0.0045	-0.0406
Si	0.0024	0.0383	-0.062
Si	-0.0132	-0.0032	-0.1437
Si	0.0297	0.0661	0.2141
Si	0.0511	-0.0009	-0.1882
Si	-0.0349	0.0853	-0.0402
Si	-0.0102	0.0075	0.0258
Si	0.046	-0.0014	-0.0337
Si	-0.0115	0.0814	-0.0708
Si	0.0571	0.0532	0.1697
Si	0.0218	-0.034	0.129
Si	-0.1066	0.0435	0.0623
Si	0.0093	-0.0921	-0.0208
Si	0.0025	0.015	0.0305
Si	-0.0094	-0.0606	-0.0317
Si	-0.0113	0.0031	0.0043
Si	0.0263	-0.0827	0.014
Si	0.0071	-0.0554	0.0342
Si	0.0097	-0.0673	0.0273
Si	-0.0052	0.0347	-0.0067
Si	-0.0026	-0.0135	-0.0119
Si	-0.0058	-0.0056	0.0015
Si	-0.0051	-0.0297	-0.0219
Si	-0.0087	0.0075	-0.0004
Si	0.0503	-0.0243	-0.0743
Si	-0.085	-0.0008	0.2069
Si	-0.0163	-0.013	0.2146
Si	0.0236	0.0238	0.011
Si	0.0084	-0.1183	-0.1917
Si	0.0195	-0.0305	-0.0956
Si	0.0393	-0.0392	0.118
Si	0.0338	0.0069	0.0975
Si	-0.0327	-0.0181	-0.0106
Si	-0.0434	0.0557	-0.1276
Si	-0.0281	0.0411	0.2017
Si	-0.001	0.1034	-0.165
Si	-0.0083	-0.0475	0.0116
Si	0.0192	-0.0362	-0.0136
Si	-0.0092	-0.0519	0.0067
Si	0.0181	0.058	0.0117
Si	-0.0108	0.0422	-0.0004
Si	0.0193	0.0439	0.0067
Si	-0.0039	-0.0398	0.0071
Si	-0.0128	-0.0323	0.0137
Si	-0.0109	-0.0371	0.0026
Si	-0.0084	0.0314	-0.01
Si	-0.0232	0.0518	0.0093
Si	-0.0167	0.0417	0.013
Si	-0.0107	-0.0618	-0.0183
Si	0.0248	-0.0368	-0.014
Si	0.0311	-0.0886	0.0009
Si	0.0142	0.0384	-0.0194
Si	0.0765	0.0488	-0.0304
Si	-0.0029	0.0828	-0.0178
Si	-0.0119	-0.0726	-0.0079
Si	0.0115	-0.056	-0.0328
Si	0.0343	-0.0323	-0.0079
Si	0.026	0.0567	0.0065
Si	0.0102	0.0831	-0.0212
Si	-0.0727	0.0531	-0.0213
Si	0.0562	-0.0616	0.0012
Si	-0.138	-0.0415	0.0136
Si	-0.0184	0.0235	0.0729
Si	-0.0277	0.0061	0.1136
Si	0.0759	0.0471	-0.0002
Si	-0.1239	0.0006	-0.031
Si	-0.0423	-0.0803	0.0285
Si	0.0178	-0.0633	0.0761
Si	0.0228	-0.0668	0.0225
Si	0.0457	0.0694	0.0258
Si	-0.0212	0.0544	0.0434
Si	-0.0106	0.035	0.0912
O	-0.0441	0.0096	-0.0174
O	0.0431	0.0063	-0.0266
O	0.0352	0.0155	-0.032
O	-0.0622	-0.0214	-0.0431
O	-0.0068	-0.0177	-0.0319
O	0.0185	-0.0145	-0.0245
O	0.032	0.0277	-0.0351
O	0.0173	-0.0272	0.0021
O	0.0478	-0.0191	-0.005
O	-0.0105	0.0093	-0.0249
O	-0.0367	0.0097	-0.0296
O	0.0602	0.0213	0.0396
O	-0.0219	-0.0096	0.0399
O	0.0063	0.0297	0.0296
O	-0.0391	0.0248	0.0013
O	0.0937	0.0501	-0.0357
O	0.0111	-0.0038	0.0543
O	-0.0069	-0.0103	0.0132
O	-0.003	-0.0025	0.0362
O	-0.0568	0.0352	0.023
O	0.0517	-0.0191	0.019
O	-0.0389	0.0247	0.0089
O	0.0206	-0.0081	0.0405
O	0.0011	-0.0043	0.0018
Si	-0.0129	0.0002	-0.0143
Si	-0.0005	-0.0072	-0.0165
Si	0.0028	-0.0096	0.013
Si	0.021	-0.0085	0.0116
Si	0.0104	-0.0054	-0.0094
Si	-0.0002	0.0055	0.0101
Si	0.0043	0.0058	0.0185
Si	-0.0045	0.0023	0.0267
Si	0.0067	-0.0095	0.0109
Si	0.0221	0.008	0.0348
Si	-0.0049	0.0022	-0.0118
Si	-0.0086	0.0013	0.014
Si	0.0007	-0.01	0.0133
Si	-0.0197	-0.02	0.0019
Si	0.0029	-0.0002	-0.0137
Si	-0.0036	-0.0056	-0.0052
Si	0.0008	0.0047	-0.026
Si	-0.0111	-0.0033	-0.0152
Si	-0.0191	0.0033	0.0203
Si	-0.0042	0.0014	0.0231
Si	0.005	0.0282	0.0041
Si	-0.0166	0.0126	0.0224
Si	-0.0178	0.0057	-0.0015
Si	-0.0089	0.0023	0.0158
Si	0.0086	-0.0097	0.0126
Si	-0.008	0.0021	-0.0041
Si	0.0271	-0.0197	-0.0033
Si	0.0151	0.0215	-0.0246
Si	0.0158	0.0088	-0.0148
Si	0.0026	0.004	0.022
Si	-0.009	0.0016	0.0068
Si	0.0133	-0.0054	0.0184
Si	0.0063	0.0051	0.0136
Si	0.0024	0.0069	-0.0285
Si	0.0088	-0.0027	-0.0061
Si	-0.0014	-0.0019	0.0024
Si	-0.0079	0.0022	-0.0039
Si	-0.008	0.0016	0.0129
Si	-0.0221	0.0089	0.0088
Si	0.008	-0.0084	-0.0146
O	0.0139	0.0126	0.011
O	0.0013	0.0163	-0.001
O	0.0042	-0.004	0.0119
O	0.0003	0.0038	0.0191
O	0.0105	0.0052	0.01
O	0.0064	0.0018	0.0146
O	-0.0025	-0.0165	-0.0025
O	0.0099	0.0089	-0.0196
O	0.0061	-0.005	-0.017
O	-0.0083	-0.0105	-0.0125
O	0.0025	0.0053	0.0053
O	-0.0031	-0.0124	-0.0047
O	-0.0184	-0.0003	-0.0163
O	-0.0017	-0.0222	-0.0193
O	-0.0139	-0.0227	-0.0406
O	-0.0049	-0.0188	-0.0055
O	-0.0084	-0.008	-0.0064
O	0.0088	-0.0128	-0.0133
O	0.0083	-0.0059	-0.0004
O	0.0085	-0.0102	-0.0155
O	0.0028	-0.0047	-0.0192
O	-0.0242	-0.0054	0.0012
O	-0.0214	-0.031	0.0124
O	0.0143	0.0323	-0.0098
O	0.0169	0.0074	-0.0192
O	0.0016	-0.0001	0.0184
O	0.0118	0.0148	0.0204
O	-0.0012	0.0231	-0.013
O	-0.02	-0.0001	0.0015
O	0.0256	-0.0005	-0.0025
O	0.0087	-0.006	-0.0215
O	0.0123	-0.0121	0.0106
O	-0.0024	0.0142	-0.0247
O	0.0134	-0.007	-0.0038
O	-0.0048	0.0364	-0.0051
O	-0.0228	0.0161	0.0077
O	0.0063	-0.0293	-0.0294
O	0.0054	-0.025	-0.0288
O	-0.0039	0.0233	0.0163
O	-0.0118	0.0043	0.0062
O	-0.0117	-0.0054	-0.0254
O	0.0068	0.0067	0.0374
O	0.0132	0.0037	0.028
O	-0.0252	0.0211	-0.0064
O	-0.017	-0.004	-0.0049
O	-0.0158	0.0266	-0.0021
O	0.0011	-0.0263	-0.004
O	0.0079	-0.0124	0.0023
O	-0.0117	0.028	0.0209
O	-0.0231	-0.0149	-0.0137
O	0.0025	-0.0153	0.0112
O	-0.0128	-0.0024	-0.0195
O	0.0169	-0.0029	-0.0036
O	-0.0131	-0.01	-0.0247
O	-0.01	0.0035	0.0115
O	-0.0043	0.0162	0.0233
O	0.0039	0.0146	-0.0161
O	-0.0048	-0.0109	-0.0022
O	0.0156	-0.0128	0.007
O	0.0225	0.0114	0
O	-0.0144	0.0071	-0.026
O	0.0153	0.0066	-0.0113
O	-0.0128	-0.0093	-0.0013
O	-0.0107	0.0046	0.0234
O	-0.0071	0.0043	0.0021
O	0.0059	0.0281	-0.0149
O	0.0053	-0.0011	0.0071
O	-0.001	0.023	-0.0356

The program warned: the cutoff lies below the one the program advises for these potential files; the forces do not sum to zero within the program's tolerance; the exchange-correlation potential is rough where the density is thin.
